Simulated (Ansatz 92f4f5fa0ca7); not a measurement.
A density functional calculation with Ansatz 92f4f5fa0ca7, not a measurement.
Periodic cell of 223 atoms, Si133O90, from a study of silicon, its oxide and their interface. The atomic structure is a simulated model.
Doubt: the cutoff is far below the 930 eV that the study's wrapper takes by default for these files, so forces and energies are approximate.
This geometry differs little from another in the collection (a relaxation step or a small displacement).

Settings: functional PBE; potential files Ansatz PAW; basis plane waves; wave-function cutoff 580 eV; density cutoff ratio 5; exchange-correlation grid ratio 1; k mesh 1 x 1 x 1, Gamma-centred; self-consistency stop 5e-08 eV per atom in the density residual; occupations fixed; spin none; net charge 0.

Cell vectors (angstrom)
a 10.938 0 0
b 0 10.938 0
c 0 0 32.4319

Atoms and the computed forces on them: element, x, y, z (angstrom), force x, y, z (eV/angstrom)
Si 0.4742 -0.5409 24.8588 0.0088 -0.0177 -0.0335
Si 5.5727 -0.2668 25.0211 0.0024 -0.0146 -0.0369
Si 2.5832 2.9604 25.053 -0.0039 0.0221 -0.0186
Si 8.0779 2.9704 24.7682 0.0011 0.0037 -0.0241
Si 0.3605 5.2472 24.9416 0.0286 -0.0257 -0.0246
Si 4.8582 6.0279 24.9307 -0.0438 0.0191 -0.033
Si 2.7198 8.241 25.4111 0.0018 0.0088 0.0228
Si 7.9588 8.5682 24.8289 0.0041 0.0014 0.0071
Si 1.3794 1.2798 26.1902 0.0044 0.0088 0.0196
Si 6.7959 1.4583 26.1308 -0.001 0.0048 0.0133
Si 4.0767 4.2324 26.3151 -0.0191 -0.0091 0.0233
Si 9.5741 4.1358 26.1832 0.0029 0.0004 0.0198
Si 1.2866 6.7912 26.4614 0.0011 -0.0051 0.011
Si 6.7799 6.8973 26.1082 0.0207 0.022 0.0138
Si 4.1773 9.606 26.5574 -0.0076 0.0014 0.0109
Si 9.5964 9.5909 26.1973 -0.0225 0.0021 0.0081
Si 2.7164 0.0551 27.7071 -0.0066 -0.0227 -0.0206
Si 8.2009 0.0686 27.5646 0.0023 -0.0078 -0.0048
Si -0.0144 2.7007 27.578 -0.0088 0.0051 -0.0068
Si 5.4597 2.7773 27.6064 0.0097 0.0027 -0.0065
Si 2.7116 5.4708 27.7467 0.0149 0.013 -0.0325
Si 8.1726 5.5051 27.5552 0.0033 -0.009 -0.0089
Si -0.0849 8.2283 27.6818 0.0097 -0.0027 -0.0171
Si 5.5416 8.1499 27.714 0.0004 0.0023 -0.0156
Si 4.1018 1.3673 29.0137 0.0952 0.5441 0.1436
Si 9.5708 1.3673 29.0137 -0.0798 0.1011 -0.2279
Si 1.3673 4.1018 29.0137 -0.323 -0.5615 0.145
Si 6.8362 4.1018 29.0137 0.1291 0.1692 -0.3707
Si 4.1018 6.8362 29.0137 0.16 -0.0561 0.5154
Si 9.5708 6.8362 29.0137 -0.6099 -0.0912 0.044
Si 1.3673 9.5708 29.0137 -0.1774 0.0275 0.0709
Si 6.8362 9.5708 29.0137 0.5186 0.2479 -0.067
Si 0 0 30.3809 -0.0082 -0.065 -0.0012
Si 5.469 0 30.3809 0.0617 0.0335 -0.0635
Si 2.7345 2.7345 30.3809 0.0185 0.0142 0.0481
Si 8.2035 2.7345 30.3809 0.0828 0.0196 -0.0475
Si 0 5.469 30.3809 -0.0783 -0.1518 -0.0514
Si 5.469 5.469 30.3809 -0.0795 0.0129 0.0319
Si 2.7345 8.2035 30.3809 0.0708 0.0076 -0.0312
Si 8.2035 8.2035 30.3809 0.07 0.055 0.0511
Si 1.3673 1.3673 31.7482 0.0402 0.0071 -0.0199
Si 6.8362 1.3673 31.7482 -0.0421 -0.0134 -0.0239
Si 4.1018 4.1018 31.7482 -0.0146 -0.0073 0.0023
Si 9.5708 4.1018 31.7482 -0.0151 0.065 -0.0011
Si 1.3673 6.8362 31.7482 0.0535 0.0312 -0.0426
Si 6.8362 6.8362 31.7482 -0.0362 0.0177 -0.0245
Si 4.1018 9.5708 31.7482 -0.0987 0.0059 -0.0245
Si 9.5708 9.5708 31.7482 0.0139 -0.0237 -0.0018
Si 2.7345 0 0.6835 0.0651 -0.0383 0.0056
Si 8.2035 0 0.6835 -0.0059 0.0137 -0.0141
Si 0 2.7345 0.6835 0.0152 -0.0212 0.0358
Si 5.469 2.7345 0.6835 -0.0139 0.0019 0.0358
Si 2.7345 5.469 0.6835 -0.0472 0.03 -0.0105
Si 8.2035 5.469 0.6835 0.0436 -0.0234 -0.0017
Si 0 8.2035 0.6835 0.0023 0.0246 0.0333
Si 5.469 8.2035 0.6835 0.0156 -0.037 0.0355
Si 4.1018 1.3673 2.0507 -0.1686 -0.0672 -0.0302
Si 9.5708 1.3673 2.0507 -0.019 -0.0913 0.0086
Si 1.3673 4.1018 2.0507 0.1872 0.1129 0.0007
Si 6.8362 4.1018 2.0507 -0.0492 0.0579 -0.0307
Si 4.1018 6.8362 2.0507 -0.0924 -0.0223 0.043
Si 9.5708 6.8362 2.0507 -0.0881 -0.0704 -0.0081
Si 1.3673 9.5708 2.0507 0.0338 -0.0107 -0.0027
Si 6.8362 9.5708 2.0507 0.0831 0.1159 0.0271
Si 0 0 3.418 -0.309 -0.1204 -0.3144
Si 5.469 0 3.418 0.4077 0.2375 0.0991
Si 2.7345 2.7345 3.418 0.228 0.0783 -0.6646
Si 8.2035 2.7345 3.418 -0.1122 0.0156 0.507
Si 0 5.469 3.418 -0.3606 -0.0875 0.158
Si 5.469 5.469 3.418 0.2124 -0.3326 -0.1945
Si 2.7345 8.2035 3.418 -0.1413 -0.0447 -0.1294
Si 8.2035 8.2035 3.418 0.1338 -0.0788 0.0579
Si 1.2777 1.4666 4.6814 -0.0212 0.0376 -0.0021
Si 6.8716 1.3495 4.8847 -0.0158 0.0002 0.0184
Si 4.2219 3.9651 4.7458 -0.013 -0.0138 0.0347
Si 9.5281 4.1218 4.8585 0.0094 0.0207 -0.0103
Si 1.3498 6.8301 4.7675 0.0109 -0.0009 0.0395
Si 6.8352 6.8142 4.7772 0.0324 0.01 0.0417
Si 4.1196 9.5679 4.7301 0.008 -0.0107 -0.0011
Si 9.604 9.5418 4.8055 -0.039 -0.0016 -0.0549
Si 2.7958 0.1932 5.8472 -0.0408 -0.0272 -0.0498
Si 8.1998 -0.1165 6.2403 0.0319 0.0913 -0.1087
Si -0.0774 2.6845 6.2054 -0.0188 -0.0016 -0.0104
Si 5.5549 2.7207 6.375 -0.0121 0.0408 -0.0641
Si 2.7042 5.2816 5.8946 -0.0454 -0.0325 -0.0871
Si 8.1968 5.5362 6.2859 -0.0383 0.0079 -0.0024
Si 0.077 8.2325 6.2263 0.0052 -0.1104 -0.1052
Si 5.3983 8.1379 6.1038 -0.0546 -0.0817 -0.031
Si 3.7857 1.5601 7.4679 -0.0358 0.0629 0.3306
Si 9.8893 0.9494 7.5246 -0.0319 0.0279 0.1812
Si 1.5931 3.8423 7.3778 -0.0205 0.0174 0.1178
Si 6.5571 4.4901 7.7155 -0.0129 -0.013 0.0163
Si 4.1345 6.4684 7.2154 -0.1223 0.0134 0.2183
Si 9.3614 7.1745 7.5952 0.0754 -0.0371 0.2324
Si 1.405 9.9485 7.2013 -0.4836 0.0709 -0.0597
Si 6.9154 9.2465 7.4833 -0.0781 0.0359 0.5511
O 11.0115 5.9179 23.4592 0.0048 -0.0024 0.0232
O 4.5524 0.0486 23.762 0.023 -0.0078 0.0343
O 8.1336 8.2199 8.0632 -0.135 0.0058 -0.1103
O 2.6996 2.7399 7.9043 0.1367 -0.1328 -0.0252
O 7.1765 4.0906 23.9485 0.0094 -0.0076 0.0086
O 1.6813 9.2713 24.6114 0.0047 -0.008 -0.014
O 5.2984 5.5424 7.9251 0.0329 -0.0119 0.0628
O 0.2091 -0.0718 7.9031 0.1499 -0.0258 -0.0855
O 7.0166 4.223 9.2971 -0.0447 0.0065 -0.0678
O 5.9328 9.8813 8.6579 -0.2046 0.0907 -0.0215
O 10.1506 6.562 8.9341 -0.0746 -0.0049 -0.0852
O 2.5864 9.574 8.3502 -1.2162 -1.4235 0.209
O 4.0239 0.7155 8.8566 0.3629 -1.0949 0.3266
O 1.0517 4.6188 8.7213 -0.0303 -0.0283 -0.0524
O 9.304 1.3855 9.0025 0.0186 -0.0195 -0.1169
O 2.9575 6.8154 8.3664 0.1065 0.4849 0.0941
O 7.3986 6.2609 22.3302 0.0012 0.0006 0.003
O 8.8786 2.1509 23.576 -0.0138 0.0048 0.0225
O 5.105 5.5055 23.3916 -0.003 0.0075 0.0241
O 3.3394 2.4231 23.6869 -0.0065 0.0053 0.0098
O 10.9391 -0.2349 23.3021 -0.0011 -0.0036 0.0342
O 3.7362 7.2111 24.5876 0.0083 -0.0018 -0.0004
O 1.4452 4.0567 24.589 -0.0089 0.0125 0.0106
O 6.7598 9.6603 24.4556 -0.0071 -0.0013 -0.0058
Si 14.6519 1.0886 22.8372 0.0012 0.0083 -0.021
Si -1.2645 2.6119 22.2254 0.0083 -0.0032 -0.0157
Si 0.7416 11.5609 22.1151 0.0027 0.0064 -0.0145
Si 11.6234 0.8075 14.9571 0.0048 0.0034 -0.0177
Si 5.9445 -0.5172 12.0822 0.5542 -0.4477 0.3678
Si 11.6588 15.734 12.6654 0.0087 0.0398 -0.0397
Si 9.4268 1.5619 10.6179 0.0446 -0.0637 0.0732
Si 5.2804 4.0717 20.0713 -0.006 0.0056 -0.0177
Si 9.8669 8.0499 13.5674 0.0615 -0.0078 -0.113
Si 10.4271 -2.9545 16.539 0.0138 -0.001 -0.0098
Si 10.8373 5.2506 9.6615 0.0439 0.1186 0.0324
Si -0.2788 5.4763 21.9212 0.0104 -0.0083 -0.0149
Si 8.6477 -1.2806 11.5036 0.1907 -0.0301 -0.0279
Si 8.7928 5.0404 13.224 0.0314 0.0273 0.0001
Si 7.2744 3.6067 15.6862 0.0182 0.0206 -0.002
Si 12.285 6.0552 15.4072 0.0005 0.0121 -0.027
Si 5.6985 5.7301 17.4257 -0.0097 0.0109 -0.0086
Si 4.5139 10.1597 9.5439 1.7596 1.2833 -0.9784
Si 13.4504 1.4901 18.7446 -0.0034 -0.0015 -0.0131
Si 9.7096 0.7894 19.8947 -0.0003 0.0001 -0.0223
Si -1.0618 2.3039 17.0241 0.0126 -0.0018 -0.0154
Si 12.6366 9.9207 17.2082 -0.0133 -0.0186 -0.0043
Si 5.1822 1.1507 20.1252 -0.0034 -0.0042 -0.0129
Si 3.6018 7.7817 16.4362 -0.0197 -0.015 -0.0022
Si 13.0409 4.1458 20.0941 0.0058 -0.0038 -0.0173
Si -3.5774 9.7109 19.861 -0.0018 0.0056 -0.0171
Si 8.4144 7.4638 21.9627 -0.0044 0.002 -0.0127
Si 2.6054 2.4245 13.3965 -0.0605 0.0317 0.012
Si 5.6799 -1.3993 14.9064 -0.002 -0.0406 0.0445
Si 2.6845 8.1477 9.2447 -0.5653 -0.0381 0.4933
Si -3.5283 -2.5903 17.1168 0.0122 -0.0067 0.0037
Si 0.8426 11.6494 11.9879 -0.0265 -0.1088 -0.0609
Si 6.5048 4.9899 22.7579 0.0052 -0.0049 -0.023
Si 1.6489 -7.1051 17.2756 0.0011 0.0047 -0.0125
Si 11.2695 8.7969 11.1018 0.3021 -0.2293 -0.3451
Si 5.4853 1.4568 14.1961 -0.0102 0.0584 0.0689
Si 8.1314 4.0592 10.4735 0.0635 -0.0026 0.0306
O 8.2013 2.5417 11.0587 -0.0167 0.0215 -0.0165
O 5.7553 -1.6217 13.2887 -0.0128 0.0971 -0.0876
O 9.8564 1.5345 18.4598 -0.0015 -0.0055 0.0182
O 3.6921 -6.6326 20.4742 0.0023 0.0005 0.0032
O -1.2229 8.8449 10.534 -0.1185 0.0884 0.1258
O 0.1354 0.226 20.643 0.0032 -0.0007 0.0135
O 1.3281 7.8811 10.1748 1.06 0.5468 -0.7887
O 15.1194 2.3902 13.8093 0.0977 -0.0538 -0.0039
O 18.03 -1.2102 11.1151 -0.212 0.1225 0.0611
O 12.5499 0.2066 18.2878 0.0015 0.0061 0.0052
O 10.9835 6.4433 16.3495 0.0012 0.0033 0.0059
O 10.311 -2.3605 15.0274 -0.0217 -0.0103 0.0208
O 7.9172 4.4765 14.4623 -0.0143 -0.0112 0.0066
O 13.2865 12.21 12.2641 0.0606 0.0124 0.0089
O 6.8069 6.8508 17.0937 0.0002 -0.0028 -0.0043
O 11.1352 11.2792 13.4632 -0.0005 0.0312 0.0283
O 12.9916 4.695 15.9611 0.005 -0.0066 0.0047
O 19.7184 -0.4971 19.6283 0 0.0038 0.0066
O 0.3111 13.1237 22.3901 -0.0012 -0.0012 0.0035
O 6.2587 0.9013 12.8548 -0.1346 -0.0042 -0.061
O 5.676 2.5814 19.4835 0.0012 0.0001 0.0068
O -1.9249 1.8413 20.9453 0.0007 0.0075 0.0131
O 5.1189 0.1367 15.1241 0.0246 0.0223 -0.0482
O 7.9629 5.0365 11.7859 -0.0069 -0.0165 -0.0017
O 12.6215 2.0909 14.716 0.0013 -0.0161 0.0013
O 6.1919 4.1696 21.4074 0.0083 0.005 0.0137
O 1.8314 4.7735 18.6073 0.0023 0.0016 0.0154
O 0.9994 10.2825 11.1099 -0.0231 0.0642 0.0546
O 3.8963 0.7596 19.1979 0.0114 0.0017 0.0069
O 11.3893 8.908 17.4623 0.0192 0.0142 -0.001
O 11.477 5.4614 11.1686 -0.0241 -0.0647 -0.0148
O 10.9696 12.809 11.125 -0.0108 0.0338 -0.0003
O 3.0612 -1.9259 17.3876 -0.0011 0.0109 0.0043
O 6.1207 4.4706 16.4667 0.001 -0.0059 -0.0004
O -2.2234 8.1996 23.4011 -0.0066 0.0075 0.0155
O 1.0015 16.845 13.8307 0.0047 0.0038 0.0308
O 10.1828 4.1561 13.0557 -0.0143 -0.0051 0.0075
O 5.7047 5.1961 18.968 -0.0016 -0.0125 0.0206
O 9.6085 4.2161 21.9716 -0.0059 -0.0002 0.0025
O 4.2442 6.4711 17.1886 0.0095 -0.0057 0.0021
O 4.0932 8.5742 9.933 -0.3741 0.6837 0.2841
O 4.7624 -0.1923 11.0549 -0.493 -0.1617 -0.1886
O 7.6493 8.515 20.9544 0.0073 -0.0105 0.0114
O 1.8736 2.4828 19.933 -0.0009 0.0025 0.0084
O 8.997 -2.8574 17.2683 -0.0158 -0.0017 0.0088
O -1.1365 6.7769 21.3388 -0.0011 0.0011 0.0039
O -2.2015 -1.8611 13.0161 -0.006 0.0155 -0.0463
O 9.1593 0.2418 11.5041 -0.0425 -0.0404 -0.0207
O -0.6167 12.1855 15.8475 -0.0027 0.015 0.0153
O 4.6688 8.4009 15.4147 0.0294 0.0261 -0.0191
O 8.4512 3.0314 16.6817 -0.0038 -0.0011 0.0001
O 2.3683 -3.6371 15.5058 0.0009 -0.0039 0.008
O -4.6971 10.8527 20.2511 -0.0005 0.0019 0.0047
O 9.6002 4.203 9.7692 -0.0069 0.028 -0.0205
O 13.5701 2.5181 17.4562 0.0012 -0.0022 0.0068
O 2.3533 0.4073 22.2251 0.0023 0.0002 0.0042
O 11.1805 8.1481 12.583 -0.1169 0.0055 0.1571
O 6.528 2.3317 15.0481 -0.0578 -0.0573 -0.0623
O -1.7622 6.5788 13.5851 0.0164 0.0362 0.0077
O 0.0764 3.4529 17.1425 -0.003 -0.0052 0.0053
O 12.0088 4.9565 21.1018 -0.0125 0.0081 0.0111
O 4.6901 1.5218 21.6278 -0.0095 -0.0062 0.023
O 7.0538 -1.6962 15.7805 -0.013 0.0078 -0.0163
O 12.4879 -0.364 15.7088 -0.0013 0.0037 0.0048
O 6.8402 -1.8496 18.4516 0.002 0.0044 0.0131
O 12.9649 3.813 12.7373 0.0114 -0.0227 0.02

Results
free energy: -135732.792 eV
free energy less fixed offsets of O -568.88, Si -635.61 eV per atom: 2.538 eV

The program warned: the cutoff lies below the one the program advises for these potential files; the exchange-correlation potential is rough where the density is thin.
